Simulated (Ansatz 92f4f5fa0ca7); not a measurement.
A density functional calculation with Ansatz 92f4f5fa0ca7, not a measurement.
Periodic cell of 363 atoms, Si241O122, from a study of silicon, its oxide and their interface. The atomic structure is a simulated model.
Doubt: the cutoff is far below the 930 eV that the study's wrapper takes by default for these files, so forces and energies are approximate.
This geometry differs little from another in the collection (a relaxation step or a small displacement).

Settings
functional: PBE
potential files: Ansatz PAW
basis: plane waves
wave-function cutoff: 580 eV
density cutoff ratio: 5
exchange-correlation grid ratio: 1
k mesh: 1 x 1 x 1, Gamma-centred
self-consistency stop: 5e-08 eV per atom in the density residual
occupations: fixed
spin: none
net charge: 0

Cell vectors (angstrom)
a	11.6015	0	0
b	0	13.3963	0
c	0	0	41.4435

Atoms and the computed forces on them: element, x, y, z (angstrom), force x, y, z (eV/angstrom)
Si	0	2.2327	1.1851	-0.0175	-0.0015	0.0471
Si	3.8672	2.2327	1.1851	0.0155	-0.0038	-0.0341
Si	7.7343	2.2327	1.1851	-0.0426	0.0154	-0.009
Si	1.9336	5.5818	1.1851	0.045	-0.0255	-0.0197
Si	5.8008	5.5818	1.1851	0.0359	-0.0669	0.0082
Si	9.6679	5.5818	1.1851	-0.0274	-0.0592	-0.0265
Si	0	8.9308	1.1851	-0.024	-0.0108	-0.0497
Si	3.8672	8.9308	1.1851	0.0172	-0.0159	0.0119
Si	7.7343	8.9308	1.1851	0.0365	-0.0271	-0.0176
Si	1.9336	12.2799	1.1851	0.007	0.0534	0.0812
Si	5.8008	12.2799	1.1851	-0.0134	0.0444	0.0005
Si	9.6679	12.2799	1.1851	0.0242	0.0226	0.0654
Si	1.9336	1.1164	1.9745	0.1289	0.0106	-0.0081
Si	5.8008	1.1164	1.9745	0.0019	-0.0734	-0.0058
Si	9.6679	1.1164	1.9745	-0.0997	0.0722	-0.0333
Si	0	4.4654	1.9745	-0.1496	0.0704	-0.0229
Si	3.8672	4.4654	1.9745	-0.1065	0.0638	0.0097
Si	7.7343	4.4654	1.9745	0.0364	0.0663	0.0141
Si	1.9336	7.8145	1.9745	-0.0334	-0.0013	-0.0134
Si	5.8008	7.8145	1.9745	0.0244	0.1007	-0.0099
Si	9.6679	7.8145	1.9745	0.0183	0.1155	0.0018
Si	0	11.1635	1.9745	-0.0724	-0.1547	-0.0318
Si	3.8672	11.1635	1.9745	0.1181	-0.0315	-0.016
Si	7.7343	11.1635	1.9745	-0.0108	-0.0931	-0.0531
Si	1.9336	1.1164	4.3426	0.2862	0.0639	-0.1117
Si	5.8008	1.1164	4.3426	0.0238	-0.2178	-0.2986
Si	9.6679	1.1164	4.3426	-0.3845	0.1978	-0.127
Si	0	4.4654	4.3426	-0.3774	0.1987	0.0561
Si	3.8672	4.4654	4.3426	-0.2445	0.1626	-0.446
Si	7.7343	4.4654	4.3426	0.1561	0.0745	-0.5099
Si	1.9336	7.8145	4.3426	-0.048	0.0619	-0.128
Si	5.8008	7.8145	4.3426	0.1045	0.2455	0.1589
Si	9.6679	7.8145	4.3426	0.0409	0.2803	0.0179
Si	0	11.1635	4.3426	-0.1842	-0.3085	0.0738
Si	3.8672	11.1635	4.3426	0.3462	0.0041	0.3516
Si	7.7343	11.1635	4.3426	-0.0306	-0.1671	0.5328
Si	0	0	37.1029	0.4405	0.1543	-0.1559
Si	3.8672	0	37.1029	0.0471	0.1699	-0.0898
Si	7.7343	0	37.1029	0.0462	-0.1116	-0.2963
Si	1.9336	3.3491	37.1029	-0.0168	-0.1356	0.0361
Si	5.8008	3.3491	37.1029	-0.565	0.2938	-0.6964
Si	9.6679	3.3491	37.1029	-0.096	-0.1675	-0.1353
Si	0	6.6981	37.1029	0.0637	-0.3479	0.1604
Si	3.8672	6.6981	37.1029	0.1133	-0.1152	0.533
Si	7.7343	6.6981	37.1029	-0.2854	-0.0625	0.0373
Si	1.9336	10.0472	37.1029	0.0029	0.0996	0.6258
Si	5.8008	10.0472	37.1029	0.2628	-0.2423	0.0794
Si	9.6679	10.0472	37.1029	0.0833	-0.0414	-0.0999
Si	0	0	39.471	0.1361	0.0645	0.0357
Si	3.8672	0	39.471	0.0265	0.0958	0.03
Si	7.7343	0	39.471	-0.0111	0.0099	0.0124
Si	1.9336	3.3491	39.471	0.0564	-0.0752	-0.0184
Si	5.8008	3.3491	39.471	-0.212	0.1052	0.0326
Si	9.6679	3.3491	39.471	0.0033	-0.0414	0.0236
Si	0	6.6981	39.471	-0.016	-0.1127	-0.018
Si	3.8672	6.6981	39.471	0.1278	-0.1142	-0.009
Si	7.7343	6.6981	39.471	-0.0766	-0.0255	0.0067
Si	1.9336	10.0472	39.471	0.0115	-0.0244	-0.0072
Si	5.8008	10.0472	39.471	0.1545	-0.0739	0.0045
Si	9.6679	10.0472	39.471	0.0066	-0.0386	0.0139
Si	0	2.2327	40.2604	0.0263	-0.0037	0.0047
Si	3.8672	2.2327	40.2604	-0.0059	0.0037	0.0507
Si	7.7343	2.2327	40.2604	0.0493	-0.0231	-0.0934
Si	1.9336	5.5818	40.2604	-0.0321	0.0253	-0.0007
Si	5.8008	5.5818	40.2604	-0.0293	0.0729	0.0697
Si	9.6679	5.5818	40.2604	0.0172	0.0718	-0.0169
Si	0	8.9308	40.2604	0.0252	0.0172	0.0079
Si	3.8672	8.9308	40.2604	-0.0221	0.0062	-0.002
Si	7.7343	8.9308	40.2604	-0.0265	0.0243	0.0308
Si	1.9336	12.2799	40.2604	-0.0125	-0.0553	-0.0063
Si	5.8008	12.2799	40.2604	0.0001	-0.0375	-0.0358
Si	9.6679	12.2799	40.2604	-0.0197	-0.0172	-0.0743
Si	-4.4597	-6.7898	31.0839	0.0079	0.0231	-0.0554
Si	6.9731	-5.7555	27.3891	0.0161	0.0212	-0.0067
Si	7.0959	-1.334	24.8868	-0.0025	-0.0075	-0.0006
Si	-2.4615	5.4432	30.8954	0.0049	0.0424	-0.0098
Si	10.9906	4.1009	26.4195	-0.0151	0.0117	0.0302
Si	10.0133	8.3049	27.4573	0.0095	-0.0148	-0.0249
Si	0.2757	8.8703	31.1418	-0.0061	0.0056	-0.0038
Si	5.9108	4.6035	27.7152	0.0139	-0.0203	-0.0116
Si	3.8494	8.1206	29.317	-0.0147	0.0051	0.021
Si	3.7915	4.948	29.9097	-0.0216	-0.0075	-0.0148
Si	6.9751	10.4228	30.1446	-0.007	0.0086	-0.0463
Si	9.1049	10.9481	29.1141	0.0008	-0.0017	-0.0026
Si	-1.3139	-2.6625	31.1435	-0.0729	-0.0441	0.0136
Si	3.1954	-3.7527	18.6134	0.0059	-0.0024	0.0154
Si	8.3532	2.3255	30.8508	0.0249	0.0493	0.0215
Si	5.6318	0.7744	30.1086	-0.0093	0.0104	-0.006
Si	2.0178	11.4973	26.8217	0.0085	0.0079	0.012
Si	13.4619	7.9225	23.7469	0.0102	0.019	0.0132
Si	-5.3717	8.2592	29.5582	0.0342	0.0057	0.0013
Si	0.923	4.2885	29.2063	-0.0067	-0.0195	0.0176
Si	2.6791	9.3411	30.9784	-0.0002	-0.0152	-0.0034
Si	1.3145	16.2354	24.8876	0.0107	-0.0073	-0.0015
Si	3.0109	11.6915	31.0102	0.0096	0.0082	0.015
Si	11.0116	6.8116	30.0213	-0.0152	0.0031	0.0087
Si	0.2213	2.0736	33.057	-0.0069	0.007	0.0181
Si	4.1549	2.0816	32.6168	0.0033	0.004	0.0273
Si	7.9689	2.1598	33.1806	-0.0071	-0.0134	-0.0159
Si	3.9919	4.4385	32.2563	-0.0135	-0.0303	-0.0067
Si	5.9987	5.5239	32.8482	-0.0145	0.0045	0.03
Si	9.9082	5.3628	33.1835	0.0048	0.0073	0.0188
Si	0.1365	8.6696	33.4335	-0.0072	-0.0066	0.0039
Si	3.7933	8.8865	33.1374	0.005	-0.0059	-0.0021
Si	8.228	9.9915	32.0854	0.1422	-0.0075	-0.0549
Si	2.1851	12.1422	33.1986	0.0017	0.007	-0.0025
Si	5.8529	12.2991	33.2866	-0.0284	0.0095	-0.0004
Si	9.979	12.1751	33.1236	-0.0093	-0.009	-0.0066
Si	2.2092	1.0477	33.7654	-0.0135	-0.0013	-0.0111
Si	5.9228	1.1821	33.9109	-0.0006	-0.0039	-0.0017
Si	9.925	1.0295	33.9328	-0.0083	0.0183	-0.0032
Si	0.3105	4.268	33.9454	-0.0185	-0.0407	-0.0228
Si	2.5429	5.2063	33.9702	0	0.0172	0.0021
Si	7.8635	4.3854	33.9701	0.0072	-0.0112	0.0018
Si	2.11	7.585	34.151	0.0197	-0.0018	-0.0004
Si	5.7057	7.6403	33.9073	0.0701	0.0037	-0.0171
Si	9.7811	7.527	34.0475	0.0154	0.0064	-0.0076
Si	0.2185	11.0023	34.0286	-0.0236	-0.0016	0.0031
Si	4.0202	11.0607	34.1207	0.0163	-0.0022	-0.0018
Si	7.9053	11.3916	33.9139	0.0027	-0.0574	0.0336
Si	1.975	1.1235	36.2158	0.0035	-0.005	0.0019
Si	5.8041	1.1304	36.2899	-0.0019	0.0018	0.0013
Si	9.6889	1.0912	36.3003	0.0023	-0.0001	0.0062
Si	0.0001	4.4259	36.3037	-0.0062	0.0098	0.0065
Si	3.7459	4.5351	36.166	-0.0055	-0.0002	-0.0157
Si	7.7311	4.462	36.3214	-0.0042	0.0069	0.0067
Si	1.9504	7.8182	36.4395	0.0012	-0.0027	-0.0071
Si	5.7792	7.8115	36.2876	0.0139	-0.02	0.0029
Si	9.6636	7.793	36.361	-0.0035	-0.0093	0.0105
Si	0.024	11.1668	36.3556	-0.001	-0.0009	0.0061
Si	3.8777	11.1481	36.4151	-0.0038	-0.0004	0.0107
Si	7.7465	11.1469	36.2761	0.0051	0.0021	0.0221
Si	-0.0053	0.0052	5.0062	0.0114	-0.0047	-0.0108
Si	3.8855	0.0035	5.1656	-0.0037	0.0021	-0.0027
Si	7.7286	-0.0037	5.1422	0.0017	-0.0021	0.0034
Si	1.9122	3.3637	5.0781	-0.0064	0.0047	0.003
Si	5.7957	3.3553	4.9949	-0.0062	0.0067	-0.0077
Si	9.6297	3.3523	5.1621	0.0026	0.0007	-0.0076
Si	-0.0072	6.7226	5.1394	-0.0033	-0.0113	-0.003
Si	3.8709	6.7043	5.0994	-0.0031	-0.0052	-0.0063
Si	7.747	6.6954	5.0959	-0.0083	0.002	-0.0072
Si	1.9442	10.0523	5.1147	-0.0014	-0.0056	-0.0037
Si	5.8139	10.0427	5.2532	0.0009	-0.0001	0.0068
Si	9.6597	10.047	5.2427	-0.0005	-0.0049	0.0026
Si	-0.0065	0.0109	7.2995	0.0035	0.0016	0.0193
Si	3.9508	0.0686	7.5545	0.0015	-0.0048	-0.0095
Si	7.6855	0.0149	7.5209	-0.0025	-0.0046	-0.0072
Si	1.7326	3.4375	7.404	0.0123	-0.0148	-0.0138
Si	5.6645	3.3874	7.2752	0.0133	-0.0058	-0.0046
Si	9.453	3.3575	7.5455	0.0071	0.0038	-0.0117
Si	-0.0108	6.8221	7.5123	-0.0096	0.0039	-0.002
Si	3.8766	6.7526	7.4406	-0.0059	0.0107	-0.0016
Si	7.7896	6.659	7.4397	0.0042	0.0094	0.0015
Si	2.0051	10.0859	7.4707	-0.0075	0.0022	0.0042
Si	5.8696	10.0121	7.7631	-0.004	0.0003	0.0107
Si	9.6682	10.0591	7.7276	-0.0037	0.0052	-0.0032
Si	-0.1788	2.2308	8.097	0.0087	0.0079	-0.0115
Si	3.7079	2.394	8.0701	-0.0243	0.0059	-0.0014
Si	2.3759	4.797	14.001	0.0005	-0.0247	0.0114
Si	0.0791	7.0838	11.6025	0.0023	0.0342	-0.0222
Si	5.8046	5.5649	8.1098	0.0079	-0.0045	0.0103
Si	9.728	5.5817	8.3406	-0.0065	0.0288	-0.0062
Si	0.1146	9.0696	8.4251	-0.0066	-0.0061	0.0077
Si	-2.0223	3.5522	11.5179	0.0414	0.0266	0.014
Si	7.789	8.734	8.5492	-0.0015	0.0036	0.0036
Si	1.9588	12.3684	8.1029	-0.0116	0.0071	0.0055
Si	5.8566	12.3033	8.5427	0.0125	-0.0116	-0.016
Si	9.6855	12.3984	8.2651	0.0006	-0.004	0.0128
Si	1.9041	5.6752	8.1892	0.0039	-0.0023	0.0079
Si	3.5016	-1.3712	12.6182	0.0178	0.0063	0.0154
Si	6.0644	5.5961	10.4336	0.0318	0.0215	-0.0184
Si	-3.8053	7.3038	10.659	-0.0001	0.016	-0.0033
Si	3.0248	8.3527	10.592	-0.0683	-0.0091	-0.0276
Si	7.1541	0.5888	13.392	-0.018	0.0145	0.0124
Si	-5.0918	11.9476	20.9174	0.004	0.0042	0.014
Si	1.2493	12.8554	10.2496	-0.0694	-0.0087	-0.0398
Si	7.4112	15.6293	8.2915	-0.0103	-0.0042	-0.0162
Si	4.4161	18.5544	15.9588	0.0332	0.0027	0.0015
Si	3.8659	8.9204	8.408	-0.0022	-0.0132	0.0034
Si	7.5274	7.9783	12.8545	-0.0245	0.0222	0.0566
Si	2.0509	6.2236	10.4598	0.0622	-0.0035	-0.0118
Si	6.3049	-4.3862	25.49	0.0094	-0.0164	-0.0085
Si	8.5201	0.1639	22.6759	0.0133	0.0299	0.0221
Si	-5.5102	2.0291	10.3701	0.0276	0.0119	0.0898
Si	3.8686	4.9928	11.2908	-0.0456	-0.0437	-0.0435
Si	10.7954	0.5171	14.0331	0.0062	-0.0297	-0.0133
Si	-2.4947	2.1107	13.5433	-0.0163	0.0316	-0.0055
Si	5.8337	13.1573	10.8633	0.0111	0.0307	-0.0093
Si	10.4962	13.1865	10.3406	0.0387	-0.0076	-0.0117
Si	0.2898	7.1583	13.9851	0.0195	-0.0095	0.0289
Si	7.249	17.1685	11.3588	-0.0755	-0.0855	-0.0365
Si	4.5668	14.6443	17.4859	-0.0032	0.0382	-0.0028
O	3.8187	-5.0415	12.0826	0.0243	0.0181	0.0466
O	19.1815	13.0667	21.4317	-0.0063	-0.0105	-0.0054
O	-0.7325	-18.434	26.0712	-0.0078	-0.0006	0.0059
O	7.9725	24.1043	15.176	0.0086	0.0045	0.004
O	6.6821	16.4219	22.7724	-0.006	0.0139	0.0044
O	16.7054	-1.2536	21.7422	0.0051	0.0019	-0.0048
O	4.6816	3.0865	24.4637	-0.0086	-0.0024	0.0078
O	-0.0302	16.0805	25.8065	-0.0074	-0.002	0.0048
O	0.9185	22.0311	14.4306	0.0067	-0.0016	0.0038
O	30.1052	19.5097	18.1924	-0.0014	0.0184	-0.0056
O	22.1425	15.7454	20.9254	0.0012	-0.0071	0.0019
O	9.3988	17.3337	26.6793	0.0223	0.0023	-0.0098
O	-6.4937	13.9447	28.5541	-0.012	-0.0235	0.0043
O	-5.099	-7.3355	27.3064	-0.0136	-0.0162	0.0064
O	-3.2829	-20.7315	23.2422	0.0083	-0.0047	-0.0032
O	3.9882	1.7498	26.6105	-0.0062	0.0154	-0.0093
O	20.3483	17.2746	30.3714	-0.0185	-0.0501	0.0125
O	-17.9468	-22.2409	29.2289	0.0117	0.0092	-0.0002
O	24.7798	6.3154	23.73	-0.0085	-0.0104	-0.0006
O	-10.1039	-13.7443	17.7372	0.011	-0.0248	-0.0125
O	-3.3216	25.7854	23.8039	0	-0.002	0.0016
O	-7.9596	26.341	13.9785	-0.0023	-0.0276	-0.0274
O	27.8909	4.7265	17.4938	0.0165	0.0193	-0.04
O	5.2712	8.1697	21.103	0.0035	0.0017	-0.009
Si	3.8578	-8.7957	20.6398	-0.0035	-0.0083	0.0116
Si	7.2846	21.0436	17.7833	-0.0038	-0.0036	0.0067
Si	12.4402	9.2134	10.7507	0.0553	0.021	0.0154
Si	-11.235	18.6368	23.8168	0.0053	0.0132	-0.0053
Si	-6.8901	22.6154	13.1574	-0.0041	0.0317	0.018
Si	11.5534	25.3234	25.4372	0.0298	-0.0019	0.0051
Si	3.8102	-10.6049	10.3518	0.026	-0.003	0.006
Si	7.9948	15.8068	23.5613	0.0022	-0.0583	-0.0194
Si	3.9503	-10.1977	25.8903	0.0168	-0.0064	0.0152
Si	9.1324	10.2464	14.1237	-0.0134	0.0197	0.0013
Si	0.2162	9.5487	15.5964	0.0005	0.0177	-0.0068
Si	-15.1265	7.6882	23.2795	-0.0168	0.0107	0.0192
Si	6.7579	8.7851	20.7337	-0.0038	0.0008	0.0197
Si	10.1684	12.9219	17.0152	-0.0026	0.0205	0.0107
Si	11.1584	31.1932	17.5036	0.0298	-0.0341	0.0242
Si	-13.893	18.3413	22.5727	-0.0114	-0.0054	-0.0097
Si	21.3662	5.9114	10.7431	0.0143	-0.0226	0.0029
Si	-0.387	27.7007	21.3421	-0.0013	0.0168	-0.0068
Si	11.3589	1.6684	30.7447	-0.004	0.022	-0.067
Si	-0.4728	28.8776	10.4047	0	-0.0106	-0.0027
Si	7.7999	7.9343	32.884	-0.0732	0.1141	0.1286
Si	12.8452	11.2852	11.9606	-0.0196	-0.0122	0.0215
Si	10.3304	20.6643	16.5766	-0.0196	-0.0115	0.0233
Si	1.7226	28.8759	13.306	0.021	0.012	0.0109
Si	1.796	1.6102	11.0525	0.0225	0.0368	0.0203
Si	-6.2769	25.3095	18.2063	0.0154	0.0102	-0.006
Si	3.2187	9.2969	26.3252	-0.0254	0.0113	-0.0156
Si	13.6272	16.2864	18.5656	-0.0238	-0.0282	-0.0073
Si	19.089	25.4444	15.9747	-0.0091	0.0026	-0.0121
Si	13.3147	12.9193	29.4652	-0.0272	-0.0184	-0.0435
Si	7.0572	5.1343	14.2373	-0.0155	-0.0241	0.0483
Si	-5.5804	4.7654	18.4556	0.0009	-0.0232	0.0039
Si	-2.0636	3.3251	20.0649	-0.0012	-0.0162	0.012
Si	-7.009	21.6367	16.175	-0.0015	0.0058	-0.0362
Si	-17.7654	-1.3623	30.996	0.0086	0.0169	-0.0073
Si	16.2745	13.0477	23.0276	0.003	-0.0064	0.0102
Si	5.0695	16.1844	22.9341	0.0021	-0.0067	-0.0124
Si	12.6003	11.485	17.555	0.0014	0.0201	0.0119
Si	8.2486	29.5692	26.6752	-0.0197	-0.0154	0.0153
Si	0.6138	41	18.5565	0.0177	0.0285	0.0177
Si	-7.8614	13.941	27.6448	0.0248	-0.0113	-0.0041
Si	-14.1731	13.2212	26.977	-0.0157	0.0141	-0.0136
Si	-12.4678	9.0315	24.5796	-0.0066	-0.0047	0.0022
Si	3.6715	7.7767	21.1194	0.0123	-0.0098	0.0211
Si	7.2335	29.602	18.1639	-0.0216	-0.0042	0.0075
Si	9.0076	16.7508	15.5783	-0.0257	0.0167	0.0428
Si	27.5358	0.9971	14.3357	0.0336	-0.0083	0.0085
Si	-0.9045	25.6043	12.4521	0.0176	0.0166	-0.011
Si	1.6675	13.6164	23.4937	0.0094	-0.0085	-0.0136
O	-18.9255	13.1519	18.0673	-0.0003	-0.0164	0.0039
O	19.2149	12.7904	26.2545	0.0141	0.0035	0.017
O	-19.592	18.4261	12.9386	-0.0066	0.0185	0.0183
O	-13.4711	14.8631	30.5196	0.0239	-0.0135	0.0181
O	0.5586	25.9944	24.074	-0.0079	-0.0035	0.0156
O	30.2206	16.8076	27.5455	-0.0066	0.0152	-0.0073
O	-7.105	10.6263	18.7673	-0.0067	-0.0086	0.0042
O	-18.9385	12.8489	11.3771	-0.0096	-0.0236	0.0377
O	11.7654	-13.2341	20.0036	0.0006	-0.0003	-0.0023
O	10.3908	17.3439	18.8521	0.0029	0.0106	-0.0119
O	-2.8253	7.6126	17.0565	0.0125	0.0035	0.0005
O	22.8872	21.9868	16.8328	-0.0002	-0.0089	0.0019
O	18.4946	23.7707	21.0832	-0.0015	-0.005	-0.0082
O	10.7391	14.2853	17.7605	-0.021	-0.0248	-0.0208
O	17.2514	-0.7448	24.3126	0.0032	0.001	-0.0032
O	10.0783	26.8761	22.1664	-0.0009	0.0013	-0.0015
O	22.4875	7.3933	28.4792	-0.0033	0.0032	0.0122
O	17.7132	38.472	16.7823	-0.0108	-0.0075	0.0173
O	12.0083	-4.7189	23.6064	0.0044	-0.0029	0.0097
O	8.6027	7.5536	27.1778	0.0029	0.0113	0.0148
O	15.1012	19.9346	29.6212	-0.0045	-0.002	-0.0044
O	-4.327	13.1677	14.8092	-0.0002	-0.0129	0.0134
O	21.2949	-16.9894	28.0534	-0.0052	0.004	0.0101
O	-35.8997	3.6767	16.1856	-0.0074	0.0095	-0.0081
O	-19.8834	15.6328	17.8031	0.0048	-0.0132	0.0016
O	-8.6918	8.2415	22.5147	-0.0056	-0.0027	-0.0055
O	3.3433	12.5602	26.801	-0.0065	0.0146	0.0085
O	19.4396	21.4687	21.717	-0.0009	0	-0.0021
O	-10.2872	11.7571	28.3299	0.0037	-0.004	0.0171
O	8.2422	29.314	19.4494	-0.0004	0.0072	-0.009
O	32.3977	16.9201	23.3895	0.0119	0.0191	0.0067
O	30.1687	12.9247	12.0941	-0.0101	-0.0092	-0.0077
O	12.7301	3.9456	17.6591	-0.0145	0.0061	0.0015
O	14.9712	-18.2926	27.7678	-0.0061	-0.0052	-0.0303
O	20.1673	12.6134	17.0858	0.0055	-0.0029	-0.0016
O	23.8046	32.443	30.0734	0.0157	-0.0292	-0.0165
O	4.7428	14.5265	15.8848	-0.0126	0.0027	-0.0149
O	27.6386	22.3929	14.7427	-0.0015	-0.0177	0.0059
O	38.9138	-6.662	15.8732	0.0176	-0.0242	0.0396
O	7.122	46.8815	13.7966	0.0117	0.0132	-0.0128
O	14.6356	21.9976	19.8553	-0.0018	0.0091	-0.0107
O	25.6331	8.3789	25.2115	0.0004	0.0007	0.0077
O	12.5692	3.7325	23.5619	0.0039	-0.0055	0.0027
O	-24.2826	-3.1452	14.9384	0.0039	-0.0137	-0.0018
O	18.8159	8.5283	19.1708	0.0048	-0.0039	-0.0029
O	5.9896	15.1285	18.1383	0.0028	-0.0051	0.0062
O	3.1012	31.1835	15.4071	0.0088	0.0064	0.0061
O	-13.8165	38.039	12.8529	-0.017	-0.0345	0.0188
O	18.5911	-22.6714	12.9731	-0.0104	0.0045	0.0546
O	34.1642	32.8109	17.4164	-0.0085	0.0222	-0.0079
O	20.7482	-0.9852	28.3832	-0.0092	-0.0213	0.0202
O	-1.1946	26.3147	26.1182	0.0039	-0.0055	0.0026
O	24.4291	10.7373	16.0988	-0.0018	-0.0106	-0.0036
O	-8.5327	-0.6027	23.2802	-0.0032	0.0089	-0.0002
O	16.0905	37.568	12.8404	-0.0187	-0.0002	0.011
O	-0.8865	24.0269	24.8776	0.0057	-0.0048	-0.0023
O	22.4387	32.3221	22.6809	0.0085	-0.0006	0.0062
O	6.2827	22.4119	12.8619	0.0414	-0.0341	-0.0203
O	-9.7914	23.9203	18.5985	0.0028	-0.0058	0.0003
O	8.8876	1.4193	27.3288	0.0056	-0.0015	-0.0114
O	10.9551	25.0206	17.685	0.0086	-0.0022	0.0013
O	23.6251	0.2491	30.1877	0.0134	0.0278	0.0045
O	7.0597	41.8186	30.0685	0.013	-0.0055	0.0159
O	-7.4481	43.9408	22.0048	0.0052	-0.0009	0.0018
O	-10.1157	6.1087	14.3265	-0.0215	0.0217	-0.0084
O	25.1771	41.5887	24.5725	-0.0038	0.0063	0.0047
O	-34.1144	14.5881	14.2017	0.0166	0.0064	0.0172
O	2.4733	14.1537	28.6666	-0.0175	-0.001	0.0208
O	14.2751	3.7799	19.8178	0.014	0.0126	0.0126
O	-17.8691	31.4915	19.9366	0.004	0.002	-0.0155
O	15.0961	8.8481	17.2201	0.0019	-0.0037	-0.0089
O	23.407	-8.9113	27.7657	-0.0039	0.0078	-0.0063
O	12.5877	27.7917	22.2306	-0.0008	-0.0021	0.0153
O	14.0098	3.6809	25.7498	-0.0058	0.0029	0.0009
O	4.8066	14.6124	22.6022	-0.0014	0.0071	0.0069
O	1.3132	17.0754	13.4458	0.0065	0.027	0.0051
O	18.0196	25.6731	19.3374	-0.0075	-0.0038	-0.003
O	-14.4117	22.16	13.5448	0.0015	-0.0106	-0.01
O	10.5568	6.9171	14.9617	0.0109	0.0001	-0.0101
O	17.2793	1.3311	13.4675	0.0082	-0.0135	-0.0184
O	2.5551	4.1336	29.165	0.0033	0.0117	0.0208
O	27.8768	4.3777	26.7041	0.0038	-0.0011	0.0088
O	4.7188	22.8217	25.641	0.0049	0.0046	0.0138
O	0.2974	2.9471	29.8786	0.0004	-0.0194	0.0363
O	-11.941	18.6708	25.3053	0.0013	-0.0072	0.008
O	19.6852	2.6686	16.7614	0.0165	0.0157	-0.0394
O	18.3539	8.0529	24.199	0.0048	0	-0.0032
O	-1.1043	13.1109	15.4327	0.0069	0.0091	0.0132
O	18.6404	10.4633	25.208	-0.0062	0.0128	0.0079
O	8.3584	-8.5787	15.1739	-0.0198	-0.0064	-0.0179
O	4.4987	1.5739	31.0348	0.0049	0.0027	-0.0062
O	15.0155	19.5541	20.9419	-0.0019	0.0079	0.0017
O	7.7143	2.3589	25.1803	0.001	0.0095	0.0148
O	-2.2308	-18.2865	23.8586	0.0101	-0.0025	0.0053
O	14.8222	42.2902	13.9602	-0.0379	-0.0134	-0.0189
O	6.1405	8.2507	16.7556	-0.0109	-0.0033	0.0018
O	-5.8539	4.7934	15.1158	-0.0088	0.0336	0.0098
O	-14.1907	17.9635	21.0047	0.0078	0.0061	0.0154

Results
free energy: -222577.967 eV
free energy less fixed offsets of O -568.88, Si -635.61 eV per atom: 7.403 eV

The program warned: the cutoff lies below the one the program advises for these potential files; the exchange-correlation potential is rough where the density is thin.
